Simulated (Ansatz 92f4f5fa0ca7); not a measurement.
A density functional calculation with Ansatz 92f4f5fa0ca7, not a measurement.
Periodic cell of 226 atoms, Si133O92B1, from a study of silicon, its oxide and their interface. The atomic structure is a simulated model.
Doubt: the cutoff is far below the 930 eV that the study's wrapper takes by default for these files, so forces and energies are approximate.
This geometry differs little from another in the collection (a relaxation step or a small displacement).

Settings
functional: PBE
potential files: Ansatz PAW
basis: plane waves
wave-function cutoff: 580 eV
density cutoff ratio: 5
exchange-correlation grid ratio: 1
k mesh: 1 x 1 x 1, Gamma-centred
self-consistency stop: 5e-08 eV per atom in the density residual
occupations: fixed
spin: none
net charge: -1 e, with a uniform compensating background and no finite-size correction

Cell vectors (angstrom)
a 10.938 0 0
b 0 10.938 0
c 0 0 31.9494

Atoms: element, x, y, z (angstrom)
Si 10.633 -0.0185 24.3798
Si 5.079 0.1081 24.6501
Si 2.8224 2.2819 24.5057
Si 8.5758 2.4299 24.5315
Si 10.7149 5.5705 24.3108
Si 5.1645 5.606 24.4288
Si 2.9909 7.9526 24.383
Si 8.4192 7.8178 24.4025
Si 1.2938 1.1163 25.8181
Si 6.8212 1.3195 25.7173
Si 3.9886 3.9998 25.7117
Si 9.6918 4.0092 25.8352
Si 1.3415 6.7859 25.6488
Si 6.8055 6.7119 25.7424
Si 4.0001 9.4572 25.9497
Si 9.4886 9.4316 25.782
Si 2.6325 -0.1426 27.2812
Si 8.1436 -0.076 27.1289
Si 0.0805 2.6396 27.197
Si 5.4546 2.7097 27.0947
Si 2.6692 5.4069 27.0929
Si 8.1947 5.3562 27.1229
Si 0.014 8.1418 27.1171
Si 5.5118 8.1311 27.1752
Si 4.0877 1.3191 28.4869
Si 9.5457 1.3054 28.4983
Si 1.3908 4.0563 28.5539
Si 6.8081 4.049 28.5148
Si 4.0803 6.7652 28.483
Si 9.5604 6.7706 28.473
Si 1.289 9.4688 28.6238
Si 6.8269 9.5294 28.5552
Si -0.0443 -0.0313 29.9309
Si 5.4514 -0.0216 29.8932
Si 2.7726 2.7066 29.8962
Si 8.1866 2.6935 29.8718
Si -0.0152 5.4302 29.8855
Si 5.4571 5.4368 29.885
Si 2.7355 8.1342 29.9079
Si 8.2246 8.1655 29.8777
Si 1.368 1.3666 31.2534
Si 6.8225 1.3593 31.2617
Si 4.1143 4.0774 31.2796
Si 9.5463 4.0764 31.253
Si 1.3535 6.8011 31.2752
Si 6.8281 6.8343 31.2454
Si 4.0857 9.5526 31.2632
Si 9.5487 9.5366 31.2932
Si 2.7371 0.0108 0.6848
Si 8.1971 0.0086 0.679
Si 0.0077 2.746 0.6831
Si 5.4847 2.7406 0.7132
Si 2.7378 5.4554 0.685
Si 8.2056 5.4861 0.673
Si 0.0141 8.2043 0.7137
Si 5.4793 8.2189 0.6907
Si 4.1006 1.3811 2.0769
Si 9.5972 1.3571 2.0427
Si 1.3529 4.1399 2.068
Si 6.842 4.1512 2.0585
Si 4.0907 6.8519 2.0431
Si 9.5745 6.8422 2.078
Si 1.3698 9.6153 2.0731
Si 6.8328 9.6247 2.0602
Si 0.0226 0.0398 3.4869
Si 5.4811 0.0399 3.4701
Si 2.7107 2.7695 3.4152
Si 8.2576 2.781 3.3531
Si 0.0244 5.5174 3.4905
Si 5.4685 5.5311 3.436
Si 2.7371 8.2414 3.4103
Si 8.2387 8.291 3.3997
Si 1.3696 1.4592 4.862
Si 6.9101 1.4768 4.745
Si 4.0554 4.1564 4.7667
Si 9.5979 4.0817 4.7985
Si 1.3621 6.9771 4.8581
Si 6.8319 6.9952 4.7433
Si 4.0906 9.5766 4.8081
Si 9.6162 9.5834 4.8613
Si 2.7532 0.0417 6.1547
Si 8.2893 0.1223 6.1217
Si 0.0133 2.8024 6.3284
Si 5.5078 2.8405 6.0796
Si 2.7486 5.5919 6.1517
Si 8.2485 5.6033 5.9674
Si 0.0434 8.3096 6.3932
Si 5.4917 8.3042 6.2418
Si 4.4155 1.1929 7.3492
Si 9.8075 1.1583 7.6539
Si 1.1774 4.5065 7.5304
Si 6.6372 4.5442 7.2571
Si 4.3137 6.7061 7.5601
Si 9.7153 6.6176 7.5251
Si 1.2837 9.9451 7.726
Si 6.7111 9.9634 7.4405
O 9.5919 1.2273 23.9621
O 4.1093 6.7975 23.9361
O 4.0146 1.2234 24.0197
O 9.5377 6.6846 23.8894
O -0.031 5.5525 8.0227
O 5.5604 0.1299 7.9224
O 0.0729 0.095 8.1611
O 5.5313 5.6169 7.8841
O 7.6116 3.9443 8.4167
O 8.702 7.0464 8.7717
O 2.1964 9.4625 9.0458
O 8.9001 1.692 8.9516
O 7.5969 9.4587 8.7339
O 3.6011 1.8446 8.6068
O 3.5612 7.2211 8.9519
O 2.0684 4.0183 8.8325
O 8.1476 3.4982 23.3455
O 0.4571 4.9153 22.9359
O 1.9028 2.737 23.2264
O 5.8485 4.9089 23.1032
O 5.5236 9.9517 23.5099
O 2.4552 8.6984 23.0079
O 0.1958 10.0382 23.0578
O 7.7846 8.5595 23.0675
Si 8.6871 7.6933 18.4279
Si 8.7629 6.3769 13.6693
Si 3.8286 1.6744 14.8047
Si 2.2773 5.7103 17.5107
Si 2.4351 3.1509 19.4438
Si 9.7913 9.039 12.1062
Si 1.3445 9.4047 22.0283
Si 9.1593 0.9871 13.1746
Si 1.4246 5.0719 13.0389
Si 1.7825 8.2723 12.8561
Si 6.6464 9.5384 22.4126
B 4.5792 4.5903 15.6899
Si 8.209 3.0404 9.6124
Si 0.9024 8.2052 19.2012
Si 6.9535 1.3395 21.0869
Si 8.2009 8.2994 9.7184
Si 10.9141 5.2368 15.6041
Si 7.5911 9.5289 16.3261
Si 9.9325 2.0527 20.2607
Si 3.2117 8.502 9.9534
Si 6.6065 3.4047 17.3122
Si 1.1768 0.2064 19.7578
Si 3.2304 2.8294 12.3403
Si 7.2081 5.3803 19.6334
Si 5.7309 8.6198 11.6312
Si 5.7364 6.0084 13.3442
Si 4.6505 9.7176 17.6156
Si 1.0341 3.5867 22.1321
Si 4.9157 1.4887 18.7838
Si 3.2003 3.0955 9.562
Si 6.4295 10.8559 13.8099
Si 10.3524 0.1682 15.961
Si 5.6561 3.6773 11.204
Si 9.8433 3.9395 11.9195
Si 2.3727 10.0066 15.5459
Si 6.0952 8.1171 19.7763
Si 6.9426 3.9646 22.3411
Si 9.6932 2.8402 17.3313
O 7.187 6.3664 14.0407
O 1.9466 7.0471 18.6099
O 10.2783 4.1167 16.5585
O 6.1914 9.9792 17.0716
O 10.1262 0.7129 14.4455
O 8.4494 6.1121 18.8358
O 5.173 0.7364 14.4519
O 5.724 2.0419 17.5019
O 8.364 1.9238 20.5943
O 2.0135 4.3009 18.3726
O 6.958 2.831 10.6499
O 4.8615 2.6875 12.2172
O 5.9067 4.417 16.2891
O 4.5665 3.9373 9.9614
O 10.7029 2.7612 21.5246
O 9.7504 6.2078 14.9698
O 6.0184 6.4864 19.8413
O 4.0938 0.1633 18.306
O 9.2596 10.5773 12.243
O 2.8484 4.3884 12.6733
O 1.9054 10.7066 21.1855
O 4.0092 2.7057 19.4021
O 0.7528 10.1243 15.96
O 1.2978 9.7918 18.8105
O 1.7128 1.6697 19.2452
O 8.9653 10.4138 16.5146
O 4.8954 8.5824 18.7749
O 9.5586 8.7355 10.5083
O 6.7171 4.094 18.8027
O 2.8386 1.7627 13.466
O 5.833 8.7651 21.2479
O 2.5431 2.4457 10.9032
O 7.611 4.8244 21.1294
O 5.1983 7.4364 12.6399
O 0.4062 9.0626 12.5311
O 7.5663 1.0792 13.5297
O 7.1305 9.6868 14.7598
O 8.972 5.0612 12.7109
O 8.1168 8.0618 16.9104
O 6.2148 2.5581 21.9117
O 2.4557 9.1318 14.1082
O 0.4209 4.5411 11.8515
O 0.8684 8.288 20.8933
O 9.3817 3.8723 10.3553
O 9.6537 2.4106 12.5132
O 7.6495 8.552 19.3976
O 2.5092 8.1741 11.3822
O 4.0168 3.1714 15.3882
O 0.7846 4.4695 14.4095
O 9.986 3.0079 18.9382
O 9.0914 7.833 12.9693
O 10.52 0.5347 20.0313
O 6.0224 5.0388 12.0052
O 8.1063 2.8311 16.9429
O 3.6303 5.4084 16.6586
O 4.6666 9.0821 10.4392
O 1.5363 6.6935 13.223
O 4.7333 5.3936 14.4415
O 2.0638 3.8464 20.8966
O 10.5125 1.4865 16.908
O 1.0273 6.079 16.4972
O 7.3226 10.9465 21.956
O 5.9523 0.9088 19.9056
O 6.0435 10.0063 12.4496
O 2.8896 0.6173 15.6459
O 7.0322 7.9897 10.8165
O 10.2779 7.9902 18.6755
O 3.4668 9.2368 16.5592

Results
free energy: -137020.827 eV
free energy less fixed offsets of B -154.04, O -568.88, Si -635.61 eV per atom: 6.303 eV

Forces (eV/angstrom), in the order of the atoms: element, x, y, z
Si 0.0049 -0.0003 0.0031
Si -0.0024 0.0016 -0.0015
Si -0.0028 0.0014 -0.0032
Si -0.0007 -0.0012 -0.0008
Si -0.0026 -0.0005 -0.0036
Si 0.0001 -0.0011 -0.0028
Si 0.0016 0.0007 -0.0035
Si -0.0017 -0.0007 -0.0009
Si -0.0002 0.0003 0.002
Si 0.0043 0.0006 0.0012
Si -0.0005 0.0028 -0.0001
Si 0.0022 0.001 0.0032
Si 0.0021 -0.0001 0.0007
Si -0.0001 0.001 0.0023
Si -0.0008 -0.0011 0.0037
Si -0.0003 0.0005 -0.0007
Si -0.0044 -0.0023 0.0031
Si -0.0065 -0.0043 -0.0014
Si 0.0033 0.0004 0.0005
Si 0.0023 0.0017 -0.0012
Si -0.0026 -0.006 -0.0031
Si -0.002 -0.0028 -0.0032
Si -0.0029 -0.001 -0.002
Si 0.0015 -0.0003 -0.0001
Si -0.0045 -0.005 0.0027
Si 0.0022 0.0054 0.0023
Si -0.0087 0.002 -0.0061
Si 0 -0.0004 -0.0026
Si 0.0004 0.008 0.0035
Si -0.0021 0.0019 0.0048
Si 0.0094 0.0072 -0.0143
Si -0.0016 0.0013 -0.0067
Si -0.0036 0.005 0.0039
Si -0.0002 0.0022 0.0006
Si 0.0039 -0.0061 0.0009
Si 0.004 -0.0022 0.0006
Si 0.0036 -0.0002 0.0006
Si 0.0002 0.0011 0.0005
Si 0.0049 -0.0085 0.0039
Si 0.0023 -0.0044 -0.0014
Si 0.0002 -0.0003 -0.0004
Si -0.0027 0.0005 -0.0009
Si 0.0004 0.0017 0.0009
Si -0.0017 -0.0006 0
Si -0.0013 0.0014 -0.0007
Si -0.0001 -0.0003 0.0005
Si -0.0013 0.0018 -0.0003
Si 0.0011 -0.0012 0.0012
Si 0.0033 0.0011 0.0003
Si -0.0003 0.0005 -0.0004
Si -0.0007 0.0004 -0.0009
Si 0.0015 -0.0019 0.0023
Si -0.0005 -0.0011 -0.0004
Si 0.0001 -0.0007 -0.0001
Si 0.0015 -0.001 0.0017
Si 0.0003 -0.0009 0
Si -0.0015 -0.0004 0.0009
Si 0.006 -0.0026 -0.0023
Si -0.0042 0.0024 0.0012
Si -0.0057 0.0049 -0.0036
Si -0.0002 0.003 -0.0019
Si 0.0016 0.0008 0.0009
Si -0.0053 0.0013 -0.0028
Si -0.0069 0.0025 0.0002
Si -0.0021 -0.0015 -0.0046
Si 0.001 0.0015 -0.0047
Si 0.0063 -0.0011 0.0022
Si -0.0057 -0.004 0.0134
Si -0.0029 -0.0025 -0.0073
Si 0.004 -0.0049 -0.0004
Si 0.0034 -0.0014 0.005
Si -0.0026 -0.0113 0.0051
Si 0.0041 0.002 0.0029
Si 0.0056 0.0058 -0.0024
Si -0.0016 -0.0032 -0.0017
Si -0.0003 -0.0007 0
Si 0.005 0.0035 0.0035
Si 0.0046 0.0063 -0.0035
Si -0.0016 -0.0033 -0.0005
Si 0.0018 0.0012 0.0032
Si -0.0027 -0.0015 -0.001
Si -0.0017 0.002 -0.0035
Si -0.0018 -0.0006 -0.0025
Si 0.0009 -0.0003 -0.0019
Si -0.0024 0.0006 -0.0034
Si 0.0006 0.0008 -0.0001
Si -0.001 -0.001 -0.0012
Si -0.0011 -0.001 -0.0038
Si 0.0009 0.0004 0.0042
Si -0.0013 -0.0004 0.007
Si 0.0018 0.0016 0.0082
Si -0.0008 -0.0024 0.0009
Si 0.0005 0.0006 0.0102
Si 0 0.0012 0.0014
Si 0.0021 -0.0002 0.0061
Si 0.0001 0.0006 0.0087
O -0.0044 0.0024 -0.0037
O -0.0016 -0.0001 -0.0001
O 0.0017 -0.002 -0.0002
O 0.0022 -0.0018 -0.0004
O -0.0011 -0.0001 -0.001
O 0.0008 0.001 0
O 0.0002 -0.0004 -0.0019
O 0.0001 -0.0006 -0.0003
O -0.0019 0.0033 -0.0029
O 0.0023 -0.0031 -0.0041
O -0.0035 0.0022 -0.0053
O 0.0026 -0.0025 -0.0052
O -0.0025 0.0026 -0.0056
O 0.0008 -0.0018 -0.0031
O 0.0017 -0.0024 -0.006
O -0.004 0.0021 -0.0057
O 0.0028 -0.0025 0.0034
O -0.002 0.0032 0.0053
O 0.0025 -0.0023 0.0037
O -0.0019 0.0023 0.0041
O -0.0023 0.001 0.0044
O 0.0019 -0.0022 0.0051
O -0.0031 0.003 0.0039
O 0.0029 -0.0019 0.0037
Si 0.0001 0.0002 -0.0018
Si -0.0009 -0.0001 0.0021
Si -0.0007 -0.0008 0.0007
Si 0.0027 0.0003 -0.0025
Si 0.0004 0.0011 -0.0028
Si 0 0.0004 0.0027
Si -0.0006 0.0007 -0.0053
Si 0.0004 0.0001 0.0029
Si 0.0004 0.0001 0.0019
Si 0.0007 -0.0001 0.0023
Si 0.0002 0.0002 -0.0053
B -0.0029 0.0055 0.0006
Si -0.0006 0.0012 0.0053
Si 0.0007 -0.001 -0.0029
Si 0.0001 0.0004 -0.0023
Si -0.0009 0.0007 0.0052
Si 0.0007 0.0005 0.001
Si 0 0.0002 -0.0002
Si -0.0002 0.0001 -0.0023
Si 0.001 -0.0002 0.0056
Si -0.0011 0.0012 -0.0028
Si 0.0001 0.0002 -0.0025
Si -0.0001 0.0005 0.003
Si -0.0002 -0.0003 -0.0026
Si -0.0002 -0.0003 0.0032
Si -0.0036 -0.0025 0.0054
Si 0.0001 0.0004 -0.0014
Si 0.0013 -0.0021 -0.0056
Si -0.0003 -0.0001 -0.0019
Si 0.0011 -0.0003 0.0053
Si -0.0002 -0.0002 0.0017
Si 0.0005 0.0002 -0.0003
Si 0 0.0017 0.0034
Si 0.0007 0.0003 0.003
Si 0.0001 0.0003 0
Si 0.0001 -0.0002 -0.0024
Si -0.0009 -0.0003 -0.0046
Si 0.0004 0.0005 -0.0023
O 0.0015 0.0001 -0.0011
O -0.0005 0.0005 0.0014
O -0.0008 -0.0008 0.0014
O -0.0004 -0.0003 0.0004
O 0 -0.0003 -0.0007
O 0.0003 0.0003 0.001
O 0.0005 -0.0003 -0.0008
O 0.0005 -0.0003 0.0005
O 0.0003 -0.0004 0.0009
O -0.0013 -0.0016 0.0019
O 0.0009 -0.0006 -0.0019
O 0.0002 -0.0003 -0.0015
O 0.0016 -0.0018 0.0013
O -0.0002 -0.0003 -0.0012
O -0.0001 0.0004 0.0021
O 0.0005 -0.0001 0.0002
O 0.0002 0.0004 0.0012
O 0.0001 -0.0002 0.001
O 0.0003 -0.0004 -0.0016
O -0.0004 0.0001 -0.0008
O 0.0003 -0.0006 0.0017
O -0.0004 0.0002 0.001
O 0.0001 0 0.0001
O 0 0.0003 0.0016
O -0.0002 -0.0006 0.0012
O -0.0004 0 0.0005
O 0.0001 0 0.0011
O -0.0001 0.0001 -0.0012
O 0.0005 -0.0003 0.0016
O 0 -0.0001 -0.0013
O 0.0004 0.0002 0.0019
O 0.0004 0.0006 -0.0023
O 0 -0.0002 0.0019
O 0.0001 0.0007 -0.0017
O 0 0.0002 -0.0015
O -0.0001 0.0002 -0.0011
O 0.0001 0.0001 -0.0004
O 0 -0.0001 -0.0017
O 0.0002 -0.0003 0.0006
O 0.0003 0.0002 0.0016
O 0 0.0001 -0.0006
O -0.0001 0.0004 -0.0011
O 0.0001 0.0004 0.002
O -0.0008 -0.0004 -0.0021
O -0.0001 0 -0.0013
O -0.0001 -0.0001 0.0013
O -0.0003 0.0002 -0.0014
O 0.0006 0.0007 0.0004
O -0.0004 0.0001 -0.0007
O 0.0001 0.0001 0.001
O 0.0002 0.0006 -0.0013
O 0 0.0002 0.0011
O 0.0003 -0.0006 -0.0019
O 0.0014 -0.0001 0.0006
O 0.0014 -0.0011 -0.0002
O -0.0006 -0.0004 -0.002
O 0.0001 0.0004 -0.0011
O 0.0027 0.0008 -0.0025
O -0.0004 0.0002 0.0017
O 0 0.0016 0.0007
O -0.0016 -0.0005 -0.0006
O -0.0004 -0.0003 0.0013
O 0.0005 -0.0005 0.0015
O 0.0002 0.0004 -0.0011
O 0.0002 -0.0002 -0.0001
O 0.0007 0.0001 -0.0019
O -0.0002 0.0001 0.001
O -0.0001 0 0.0001

The program warned: the cutoff lies below the one the program advises for these potential files; the forces do not sum to zero within the program's tolerance; the exchange-correlation potential is rough where the density is thin.
